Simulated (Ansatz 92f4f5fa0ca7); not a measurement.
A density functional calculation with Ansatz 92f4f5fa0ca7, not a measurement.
Periodic cell of 194 atoms, Si117O77, from a study of silicon, its oxide and their interface. The atomic structure is a simulated model.

Settings
functional: r2SCAN
potential files: Ansatz norm-conserving
basis: plane waves
wave-function cutoff: 1300 eV
density cutoff ratio: 4
exchange-correlation grid ratio: 1
k mesh: 2 x 2 x 1, shifted by 0.5 0.5 0.5 of a step
self-consistency stop: 5e-08 eV per atom in the density residual
occupations: Fermi-Dirac, 0.05 eV
spin: none
net charge: 0

Cell vectors (angstrom)
a	11.3802	0.0349	-0.1749
b	0.0175	11.4123	0.0383
c	4.4962	3.0202	25.0459

Atoms and the computed forces on them: element, x, y, z (angstrom), force x, y, z (eV/angstrom)
Si	2.465	0.6424	1.9732	0.2803	0.1544	0.1138
Si	0.0451	7.7082	-2.6566	-0.6294	0.1679	0.1452
Si	-0.0556	8.9157	0.3059	-0.2909	0.392	-0.7568
Si	4.7791	1.0718	1.451	-0.7237	0.5279	-0.1474
Si	5.5056	2.714	3.0628	-0.3026	0.074	-0.1645
Si	3.8367	8.0558	0.4063	-0.4898	-0.0012	-1.2394
Si	7.0384	-1.7342	-2.4285	1.1555	-0.629	0.3008
Si	9.3379	3.2168	-0.2158	-0.1445	0.5981	-0.2443
Si	7.4656	8.099	0.1342	-0.2267	1.3505	-0.1576
Si	0.7026	0.5538	0.5465	0.0341	1.5311	-0.035
Si	2.0709	4.4223	1.6679	0.5237	-0.1408	0.6158
Si	1.7396	6.3458	3.0227	-0.3374	0.4121	-0.57
Si	4.7335	2.3995	-1.4741	-2.9891	-0.1369	1.6287
Si	4.1302	4.886	0.404	0.5981	-0.4504	-0.6012
Si	5.6827	8.2218	1.7488	0.5331	-0.0597	-0.3344
Si	9.4265	1.0755	1.7546	0.0742	0.0121	-0.8829
Si	9.1578	2.8125	3.1878	-0.2238	0.1108	0.79
Si	9.2782	10.3132	2.7995	-0.1489	0.1621	0.3602
Si	1.8615	2.5999	3.1845	-0.288	-0.0764	-0.2033
Si	1.8075	8.3162	1.6074	0.3827	-0.9057	0.0158
Si	1.8941	10.0659	3.1421	-0.0227	0.7774	0.0462
Si	6.0637	4.6139	1.8088	0.0184	-0.2733	-0.0669
Si	5.661	6.4293	3.1773	-0.5793	-0.399	0.1225
Si	5.6438	10.0958	3.0642	0.192	0.9397	-1.4814
Si	8.5911	4.4991	1.6768	-0.2496	0.1576	-0.1768
Si	9.3235	6.4438	2.8289	-0.1416	0.1303	0.0904
Si	9.3708	8.3912	1.4409	0.3143	-0.1463	-0.1564
Si	-0.1614	2.6401	4.4982	0.1003	0.0642	-0.151
Si	-0.1755	6.4293	4.4046	0.2273	-1.2643	0.0692
Si	-0.1291	10.2201	4.3704	-0.3114	-0.0488	0.1657
Si	3.6782	2.7344	4.556	0.4093	-0.5418	-0.0886
Si	3.6105	6.4133	4.4054	0.7947	-0.4922	0.3568
Si	3.7706	10.1738	4.475	-0.0799	0.2097	0.1836
Si	7.303	2.6243	4.5517	0.2587	-0.473	0.373
Si	7.5556	6.4653	4.4545	-0.0618	-0.3011	0.3492
Si	7.5074	10.3121	4.408	0.2642	-0.6023	-0.0124
Si	-0.2102	0.676	5.8268	-0.0863	0.0007	-0.7617
Si	-0.1478	4.4987	5.8951	-0.3539	0.3333	-0.1507
Si	-0.1621	8.2727	5.7783	-0.7621	0.9288	-0.1762
Si	3.7098	0.7171	5.7905	-0.5469	0.1326	-0.068
Si	3.6465	4.5392	5.9394	-0.3137	0.7619	0.0849
Si	3.679	8.2849	5.7943	-0.1115	-0.2681	0.4963
Si	7.4125	0.6557	5.8722	-0.3646	0.9401	-0.0167
Si	7.4237	4.535	5.9419	-0.5314	0.2276	-0.8241
Si	7.4475	8.3486	5.7847	-0.0344	0.2307	0.0301
Si	1.7	0.6673	7.0871	0.9827	-0.4259	0.3664
Si	1.6997	4.4519	7.2959	0.3437	0.3372	-0.1102
Si	1.6895	8.245	7.1159	0.8709	0.5684	-0.0696
Si	5.4883	0.7511	7.2858	0.4129	-0.104	-0.2491
Si	5.5187	4.5613	7.3345	0.0387	-0.5258	-0.2889
Si	5.5385	8.3586	7.2158	0.039	-0.8788	-0.1187
Si	9.361	0.7284	7.1262	-0.2548	-0.1695	0.6006
Si	9.3335	4.5221	7.193	0.67	-0.2718	0.1655
Si	9.3529	8.2902	7.1025	0.169	0.1789	0.1566
Si	1.7787	2.4703	8.5565	-0.3563	0.0371	0.171
Si	1.568	6.449	8.5417	0.1115	-0.7394	0.3577
Si	1.7995	10.1338	8.5133	-0.8761	0.1664	-0.1094
Si	5.5102	2.6222	8.727	0.2388	0.1372	0.464
Si	5.5031	6.4204	8.6455	-0.4996	0.8953	-0.0408
Si	5.4755	10.2251	8.5822	-0.1844	0.1967	0.4876
Si	9.3661	2.6131	8.5941	-0.1081	-0.0444	-0.1103
Si	9.3633	6.4189	8.5638	-0.166	-0.0004	-0.1642
Si	9.2466	10.1792	8.5037	-0.0426	0.0478	-0.0338
Si	-0.0557	2.4673	10.042	0.2747	-0.2782	-0.2656
Si	-0.1716	6.2255	10.1823	0.3972	-0.0719	0.2014
Si	11.1664	8.273	11.2107	-0.6045	-0.1657	-0.1461
Si	3.5304	2.5397	10.1127	0.3944	-0.3154	0.0039
Si	3.4578	6.4435	9.8761	0.0953	0.4014	-0.3397
Si	5.402	0.7809	12.9204	0.2136	0.7397	0.4107
Si	7.5283	2.6366	10.0967	-0.0681	0.0802	-0.4238
Si	7.4397	6.5027	9.8834	0.5238	0.1323	0.3975
Si	7.3108	10.2524	9.9936	0.0929	-0.1221	-0.0484
Si	11.2478	0.4197	10.974	-0.2235	0.3665	-0.0659
Si	11.54	3.3243	13.5962	1.3072	1.1953	-0.2195
Si	4.9869	5.4001	12.8752	0.823	-0.7751	0.8867
Si	3.5881	10.2085	10.0163	0.2779	-0.1716	0.0566
Si	2.9548	4.5795	11.1299	-0.9184	-0.6989	-0.3196
Si	5.2865	7.7079	12.6383	-0.1566	1.2841	1.003
Si	7.3866	0.7229	11.4304	-0.5636	-0.0685	0.1432
Si	7.3792	4.6845	11.3197	0.0665	-0.4489	0.4039
Si	7.3014	8.3014	11.3873	-0.6816	0.0385	-0.3664
Si	5.742	9.6662	14.9021	-0.2809	-0.0421	2.1453
Si	3.4133	8.2837	11.3583	0.228	-0.1665	-0.088
Si	3.4636	11.9635	11.6139	0.1198	0.4662	-0.2138
Si	11.2001	-1.3964	9.6472	0.6362	-0.0859	-0.915
Si	9.2419	8.9723	12.3863	0.8295	-0.5929	1.6049
Si	9.4065	11.3619	12.3549	-0.3294	0.1224	-0.7639
Si	11.4665	12.4439	14.0765	-0.4142	-1.0181	2.2866
Si	4.9207	3.3429	14.8893	-2.5657	-1.478	0.5464
Si	12.9237	8.8133	12.5779	0.2024	-0.7864	1.8751
Si	8.057	0.7795	17.951	0.4383	1.0866	0.5674
Si	8.7871	4.5044	14.2099	-0.9185	-0.6482	-0.6112
Si	11.9899	4.2502	11.259	-0.1244	0.3045	0.2841
Si	10.5496	11.1233	16.7028	-1.1024	-0.1052	-0.3335
Si	2.1843	4.4086	15.8355	2.2406	-0.1234	0.8791
Si	13.1026	7.0342	19.75	-0.7182	0.5021	-0.3528
Si	7.0421	3.4558	16.6154	5.8569	0.5939	2.2079
Si	12.8756	7.3314	15.5562	-0.0674	1.2268	1.558
Si	8.8008	8.9066	15.3928	-0.0407	1.9272	-2.7687
Si	5.9292	8.1503	22.3103	1.6212	0.3606	-3.2918
Si	7.2684	8.1434	19.5676	-3.87	-0.1063	0.1321
Si	8.6128	9.5178	21.7503	-2.4549	0.9828	0.2653
Si	12.6135	9.164	17.9632	0.1216	-0.967	-0.6262
Si	7.6403	3.8191	21.3827	1.0016	1.1751	-2.5879
Si	13.4364	3.3048	21.362	1.7379	-0.6617	-0.3528
Si	12.8585	-0.1432	12.5842	0.3378	-0.3208	0.0089
Si	17.3059	0.5854	19.8002	-0.1538	-2.0936	-2.3244
Si	4.7998	3.3409	20.3756	0.5779	0.3457	0.4406
Si	11.4439	9.7567	22.4778	0.1814	2.0155	2.0479
Si	8.2731	5.2823	18.6847	-0.0082	-0.2068	-0.2624
Si	12.1398	5.7585	22.4818	0.1528	0.38	-2.3203
Si	4.7877	6.2454	24.3983	0.4299	-0.2654	-1.166
Si	9.8901	6.4936	16.3835	-0.6029	-1.869	0.6681
Si	13.9683	4.4097	18.6617	-1.0187	0.7363	-0.0053
Si	13.7567	9.5106	20.5277	0.0666	0.119	-1.48
Si	6.0431	10.1416	17.6613	-0.3611	0.7693	0.9125
Si	8.6899	1.1987	22.5778	-4.0586	-2.6293	0.3591
O	-0.3294	1.1902	1.7	0.4137	-0.7075	-0.751
O	5.4167	7.1322	25.6002	-0.3537	0.1795	-0.361
O	8.5513	11.159	21.8373	0.4004	-0.0299	0.6851
O	10.5831	5.5155	22.8083	1.7999	0.2271	-0.7524
O	8.9127	1.6886	0.2623	-0.2377	-0.3498	0.4345
O	4.2002	3.848	-0.8983	0.2223	-0.2275	0.1099
O	5.6943	-0.2263	1.6484	0.3823	-1.547	1.6323
O	9.8659	12.1057	13.7232	0.9043	0.2479	0.712
O	5.7788	4.5749	11.6851	-0.4487	0.4398	0.4474
O	0.8925	4.104	15.0131	-2.2454	-0.5735	-1.2876
O	9.9753	3.5604	13.6868	-1.1684	0.0777	0.217
O	8.0336	4.9677	12.8157	0.423	-0.1494	0.2946
O	-0.3065	8.4992	-1.2744	0.3611	-0.511	-0.3084
O	0.7679	1.6504	-0.6984	-0.318	-0.2497	0.8105
O	17.1077	11.447	21.3317	-0.2597	-0.0836	0.7107
O	5.468	6.8187	22.9856	-0.8478	-1.8462	1.733
O	7.8484	2.2684	17.3796	-0.2388	0.0441	-0.0717
O	16.5846	1.968	19.5426	-0.1963	0.3821	0.2842
O	4.8429	1.4233	-0.1432	0.2065	0.6084	-0.7933
O	8.1024	4.8353	22.5135	1.2607	0.7049	1.4299
O	5.9662	7.9951	20.649	1.0803	0.2313	0.3593
O	13.7364	6.002	18.728	-0.0207	-0.5665	0.0683
O	8.3635	3.653	-1.4745	0.0075	0.2532	0.3734
O	9.4065	5.7043	15.0228	0.2758	1.0272	1.0381
O	-1.2439	7.5747	-3.6495	1.0547	0.7496	0.8163
O	7.4258	-1.9265	-0.8645	-0.188	-0.4567	0.1811
O	13.3509	8.4909	16.651	-0.2846	-0.1349	0.0247
O	3.3016	3.4381	15.1494	0.7179	0.2352	0.2459
O	9.4368	8.4078	13.9627	-0.2053	0.1304	-0.3552
O	15.0962	3.1399	21.3979	-1.0156	0.329	-0.1127
O	5.6176	-0.3966	14.031	-0.251	0.8439	-0.622
O	7.2802	9.2705	15.0874	-0.3154	-0.1835	-0.0338
O	12.0347	7.9569	18.9119	0.4204	-0.078	-0.0558
O	5.0701	9.8477	16.4319	0.3188	-0.1306	-2.2052
O	5.3528	4.747	14.3453	0.9107	2.2926	-1.2293
O	9.5618	10.2523	15.7388	0.7331	0.8977	0.7815
O	11.4339	10.1003	17.5147	-0.1867	-0.0883	-0.2206
O	5.0179	8.4717	14.149	-0.183	-1.2519	-1.5895
O	5.182	2.2067	13.7826	0.4611	-1.2611	-0.6199
O	0.3977	6.1996	-2.215	-0.9533	1.3591	0.3744
O	7.3301	6.8348	-0.897	-0.3997	-0.4691	-1.7029
O	9.6462	0.469	17.8063	-0.3827	0.0128	-0.2227
O	12.7296	1.9318	21.7788	-0.1592	0.5359	0.0525
O	7.6907	2.2962	21.8733	0.5901	-0.973	0.5588
O	5.6202	3.0648	16.3272	-4.5232	-1.1066	-1.487
O	0.1731	10.5472	0.0853	-0.3878	-0.5923	0.1612
O	16.6541	10.864	18.743	0.7019	1.4087	1.1788
O	7.8149	3.6642	15.1981	0.1052	0.3835	-0.3759
O	13.4682	10.0774	18.9781	0.5246	-0.1567	1.6929
O	11.4243	6.8602	16.1476	0.1952	-0.1003	-0.1271
O	3.4589	4.921	12.6534	-0.3119	0.0997	0.2167
O	8.4919	4.2428	19.9155	-0.6449	-0.6656	1.6943
O	12.5854	9.1574	21.6041	0.687	-0.7847	-0.7061
O	9.6088	5.5466	17.7532	0.2407	0.9967	-1.1305
O	2.1196	3.9136	17.4003	-0.4473	0.0715	-1.5747
O	8.973	7.8268	16.4938	0.4821	-1.8576	1.5367
O	2.485	6.0291	15.7217	0.1044	-1.2744	0.2521
O	6.8644	8.2706	-3.1009	-0.1167	-1.5606	0.1637
O	6.1164	4.0805	21.019	-2.0604	-0.1411	-0.861
O	13.1208	3.6501	19.8117	-0.5839	0.0735	0.4247
O	10.0409	9.0374	22.2517	0.5078	-0.813	0.3448
O	7.3956	8.774	22.625	1.4131	0.5824	-0.5618
O	7.476	0.6888	19.4988	0.3956	0.0549	-0.6081
O	7.8081	6.6967	19.3147	0.6646	-1.3222	-0.4507
O	6.6458	8.7634	18.1936	0.9661	-0.799	0.5395
O	14.3131	8.0026	20.2448	0.0961	0.1521	0.4366
O	8.3375	9.1189	20.1924	1.3371	0.8464	0.9426
O	8.2187	0.7922	24.1428	0.7353	-0.4102	-0.2061
O	10.064	1.8908	22.4637	2.0162	2.0757	0.207
O	11.4521	12.0772	15.7628	0.2899	0.728	-1.578
O	12.8183	7.9582	14.0951	0.0873	1.2916	-2.238
O	15.4976	4.1551	18.9459	1.6777	-0.2084	0.855
O	4.0568	6.4512	-0.1253	-0.3617	0.9047	0.3997
O	7.1401	4.7085	17.6474	0.109	0.3055	-0.1025
O	12.9699	4.3725	22.4658	-0.2412	0.1674	-0.3256
O	7.2028	11.1723	17.1179	-0.574	-0.8166	0.0704
O	12.2556	6.3923	20.9395	-0.3187	-1.0691	2.1502

Results
free energy: -49521.858 eV
free energy less fixed offsets of O -463.61, Si -117.95 eV per atom: -23.738 eV
pressure: 0.23 GPa
stress xx, yy, zz, yz, xz, xy (GPa, positive in tension): -2.36, -1.33, 3, -1.19, -2.48, 0.78
